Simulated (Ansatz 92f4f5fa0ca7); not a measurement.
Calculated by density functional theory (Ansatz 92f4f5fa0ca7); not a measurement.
Periodic cell of 220 atoms, Si132O88, from a study of silicon, its oxide and their interface. The atomic structure is a simulated model.
Doubt: the cutoff is far below the 930 eV that the study's wrapper takes by default for these files, so forces and energies are approximate.
This geometry differs little from another in the collection (a relaxation step or a small displacement).

Settings
functional: PBE
potential files: Ansatz PAW
basis: plane waves
wave-function cutoff: 580 eV
density cutoff ratio: 5
exchange-correlation grid ratio: 1
k mesh: 1 x 1 x 1, Gamma-centred
self-consistency stop: 5e-08 eV per atom in the density residual
occupations: fixed
spin: none
net charge: 0

Cell vectors (angstrom)
a	10.938	0	0
b	0	10.938	0
c	0	0	32.6955

Atoms and the computed forces on them: element, x, y, z (angstrom), force x, y, z (eV/angstrom)
Si	-0.2016	0.0572	25.4235	-0.0084	0.0182	0.0054
Si	5.6599	-0.1915	25.3053	-0.0013	0.0056	0.0059
Si	2.5853	3.0202	25.3831	0.0074	-0.0239	0.0297
Si	8.6803	2.4472	25.1207	0.0144	-0.0011	0.0121
Si	0.1879	5.055	25.077	-0.0122	0.0118	0.0152
Si	5.2376	5.6674	25.2547	0.0114	-0.0072	0.0221
Si	3.02	7.9146	25.1877	-0.0109	0.026	0.0062
Si	7.9884	8.5792	25.1347	-0.0023	-0.0042	0.0206
Si	1.4263	1.3273	26.5607	-0.0045	0.0074	-0.004
Si	6.8753	1.4619	26.4324	-0.004	-0.0029	0.0034
Si	4.0903	4.2009	26.6911	0.0082	-0.0052	-0.0019
Si	9.6402	4.027	26.5803	-0.0077	0.0049	-0.0099
Si	1.2976	6.8007	26.371	-0.0026	0.0031	0.0022
Si	6.9105	6.846	26.419	0.0007	0.0045	-0.0046
Si	4.1154	9.511	26.579	-0.0073	-0.0018	0.0044
Si	9.4857	9.5477	26.691	0.0028	-0.0002	-0.006
Si	2.7638	-0.0366	27.9227	0.0032	-0.0012	0.0109
Si	8.1437	0.0663	27.9367	0.001	0.0065	0.0048
Si	0.0556	2.6818	27.9503	-0.0012	-0.0083	0.0088
Si	5.4887	2.7476	27.8965	-0.007	0.0002	0.0036
Si	2.6515	5.543	27.9328	-0.0006	-0.0029	0.0082
Si	8.2226	5.4564	27.8567	-0.0005	-0.0055	0.0092
Si	0.007	8.1592	27.8832	-0.0003	0.0064	0.0067
Si	5.53	8.1581	27.9032	0.0051	-0.0039	0.0035
Si	4.1018	1.3673	29.2773	0.2387	-0.0828	-0.0998
Si	9.5708	1.3673	29.2773	-0.037	-0.0146	0.2692
Si	1.3673	4.1018	29.2773	-0.0111	0.0816	0.2777
Si	6.8362	4.1018	29.2773	0.1569	0.1142	-0.1537
Si	4.1018	6.8362	29.2773	-0.0495	0.1781	0.0245
Si	9.5708	6.8362	29.2773	0.0641	-0.2782	-0.1596
Si	1.3673	9.5708	29.2773	-0.0542	-0.2293	-0.1179
Si	6.8362	9.5708	29.2773	-0.1612	0.1377	0.1223
Si	0	0	30.6445	-0.1217	-0.0413	-0.0246
Si	5.469	0	30.6445	-0.0235	-0.105	0.031
Si	2.7345	2.7345	30.6445	0.0166	0.1346	-0.0346
Si	8.2035	2.7345	30.6445	0.12	0.0509	0.0141
Si	0	5.469	30.6445	-0.0661	-0.1265	0.0298
Si	5.469	5.469	30.6445	-0.0879	-0.0456	-0.0392
Si	2.7345	8.2035	30.6445	0.1236	0.0695	0.0297
Si	8.2035	8.2035	30.6445	0.0261	0.1153	-0.0558
Si	1.3673	1.3673	32.0118	0.0369	-0.0493	-0.0241
Si	6.8362	1.3673	32.0118	-0.0026	-0.0163	-0.044
Si	4.1018	4.1018	32.0118	0.051	-0.0634	0.0075
Si	9.5708	4.1018	32.0118	-0.0393	0.0501	-0.0046
Si	1.3673	6.8362	32.0118	-0.0055	-0.0267	-0.0504
Si	6.8362	6.8362	32.0118	0.0032	0.0033	-0.0319
Si	4.1018	9.5708	32.0118	-0.0744	0.098	0.0067
Si	9.5708	9.5708	32.0118	0.0523	-0.0379	0.0102
Si	2.7345	0	0.6835	0.0455	-0.0815	0.0004
Si	8.2035	0	0.6835	-0.051	0.0487	-0.0049
Si	0	2.7345	0.6835	-0.026	0.0257	0.023
Si	5.469	2.7345	0.6835	-0.018	0.0358	0.0509
Si	2.7345	5.469	0.6835	-0.048	0.0455	-0.0066
Si	8.2035	5.469	0.6835	0.0717	-0.0828	-0.0173
Si	0	8.2035	0.6835	0.0137	0.0231	0.0501
Si	5.469	8.2035	0.6835	0.0016	0.0172	0.0281
Si	4.1018	1.3673	2.0507	-0.0841	-0.0451	-0.0208
Si	9.5708	1.3673	2.0507	-0.0075	-0.135	0.0638
Si	1.3673	4.1018	2.0507	0.0606	0.0082	0.0476
Si	6.8362	4.1018	2.0507	0.0746	0.1119	-0.0383
Si	4.1018	6.8362	2.0507	-0.0486	-0.1158	0.0606
Si	9.5708	6.8362	2.0507	-0.1655	-0.0865	-0.0513
Si	1.3673	9.5708	2.0507	0.0682	0.1568	-0.0788
Si	6.8362	9.5708	2.0507	0.1081	0.0411	0.0401
Si	0	0	3.418	0.2989	-0.0718	-0.5783
Si	5.469	0	3.418	-0.0579	0.164	0.2133
Si	2.7345	2.7345	3.418	0.0765	-0.0545	0.0301
Si	8.2035	2.7345	3.418	-0.323	0.2483	0.1834
Si	0	5.469	3.418	-0.1259	-0.0569	0.1482
Si	5.469	5.469	3.418	0.1367	-0.1576	-0.0383
Si	2.7345	8.2035	3.418	-0.1028	0.2643	0.0921
Si	8.2035	8.2035	3.418	-0.0475	-0.243	-0.3642
Si	1.3182	1.387	4.7668	-0.0094	0.0047	-0.0108
Si	6.8081	1.3958	4.8255	-0.0036	-0.0002	-0.0027
Si	4.1812	4.0245	4.7928	0.0038	-0.0031	-0.0018
Si	9.5236	4.1303	4.8135	-0.0032	0.0058	-0.0052
Si	1.3664	6.8396	4.7814	-0.0047	0.0021	-0.0017
Si	6.7756	6.899	4.7793	-0.0076	0.001	-0.0043
Si	4.0713	9.6127	4.8103	-0.0088	0.0045	-0.0074
Si	9.6748	9.4762	4.6887	-0.0011	0.0075	-0.0029
Si	2.6685	0.0362	6.1607	0.0147	-0.0137	0.0049
Si	8.3105	-0.0624	5.8928	-0.003	-0.0051	0.0014
Si	-0.084	2.7059	6.1624	-0.0055	-0.0007	0.0058
Si	5.4301	2.6657	6.3959	0.0075	0.0066	-0.0008
Si	2.8113	5.4738	6.0148	-0.0076	0.0045	0.0035
Si	8.1304	5.5425	6.1507	0.016	-0.0075	-0.0013
Si	0.0028	8.1657	6.2139	0.0018	-0.0076	0.0017
Si	5.4138	8.2694	6.2096	0.0083	0.0072	0.0056
Si	3.5785	1.6165	7.6733	0.0008	-0.0017	-0.0197
Si	9.7968	0.9497	7.3907	-0.0035	0.0328	-0.011
Si	1.537	3.9833	7.2442	-0.0187	0.012	-0.0098
Si	6.5724	4.4416	7.5267	0.0035	-0.0168	-0.0003
Si	4.2659	6.6319	7.4864	-0.0103	0.012	-0.0065
Si	9.2066	7.1688	7.5038	0.0192	-0.0123	-0.009
Si	1.1844	9.7526	7.5212	0.0133	-0.0193	-0.0098
Si	7.0964	9.5104	7.3044	-0.0124	-0.0139	-0.0303
O	1.4339	4.0202	24.7545	-0.0027	0.0038	-0.0157
O	6.7575	9.6248	24.8421	0.0007	-0.0058	-0.01
O	2.585	2.913	7.9366	0.0141	-0.0088	0.0149
O	8.1194	8.3511	7.9369	-0.0013	0.0072	0.0156
O	5.4076	5.5369	7.9474	-0.0042	-0.0012	0.0144
O	0.0491	-0.0578	7.9521	0.0039	-0.0063	0.0143
O	4.1398	6.7896	24.7105	-0.0005	-0.0022	-0.0153
O	9.6678	1.163	24.8479	0.0165	-0.0176	-0.0014
O	1.8761	9.1883	8.9231	0.0025	0.0002	0.0056
O	0.8292	4.9182	8.3707	-0.0058	0.0032	0.02
O	8.8841	1.2581	8.7317	-0.0071	-0.0023	0.0067
O	6.6106	10.6707	8.4171	0.0011	0.015	0.0261
O	3.549	0.8958	9.1653	-0.0042	-0.0048	0.0191
O	3.5856	7.1806	8.8806	0.003	-0.0001	0.0043
O	7.3335	4.0769	8.9545	-0.0006	-0.0027	0.0141
O	9.7574	6.5544	8.9319	0.0059	-0.0066	0.0098
O	3.518	2.5401	24.1218	0.0045	0.0059	-0.0079
O	5.0665	0.3851	23.8821	0.0048	-0.0027	0.0014
O	8.6742	3.0792	23.5831	0.0018	0.0027	-0.0017
O	10.3718	5.1924	23.5862	-0.0065	-0.0058	-0.0102
O	8.6241	8.3796	23.6319	0.0031	0.0052	-0.0156
O	2.4619	8.5604	23.7724	-0.0046	0.0015	-0.0022
O	5.8474	4.8274	23.975	0.0039	-0.0025	-0.0109
O	0.2754	10.0391	24.1673	0.001	0.0017	-0.0015
Si	4.0186	9.1806	12.178	-0.007	-0.0008	-0.0036
Si	13.5065	3.8626	13.7807	0.0015	-0.0015	0.007
Si	3.1841	0.75	10.7558	-0.0013	-0.0044	-0.0115
Si	9.3105	4.3113	22.683	-0.0014	0.0014	0.0023
Si	11.5084	-2.4985	20.8476	-0.0032	0.0059	-0.0016
Si	12.2001	1.361	14.9934	0.0012	-0.0076	0.0036
Si	5.197	13.1602	20.9273	-0.0015	0.0028	0.0015
Si	8.2988	10.5596	17.6673	0.0041	0.0015	-0.0044
Si	3.3204	10.1174	15.1714	0.0136	-0.0014	0.0098
Si	2.4825	8.0344	17.1221	0.01	0.004	-0.0076
Si	7.7955	0.491	20.5516	0.0011	-0.0018	-0.0026
Si	7.1719	12.5756	13.6715	-0.0105	-0.0067	-0.0027
Si	10.8919	3.9482	12.0481	-0.0018	-0.0052	-0.0174
Si	2.4319	-3.0381	9.7853	-0.006	-0.0017	-0.0076
Si	7.5963	11.4843	9.4633	-0.0044	0.0087	-0.0032
Si	-6.6354	4.3293	18.8274	-0.001	-0.0026	-0.0068
Si	8.5527	-0.7206	12.0001	0.0032	0.0002	-0.0074
Si	0.2672	0.856	12.0739	0.0023	0.0017	-0.0019
Si	6.6724	8.5243	13.5259	-0.0002	-0.0052	0.0131
Si	3.7705	1.168	23.2984	-0.0018	-0.0068	0.0076
Si	10.9502	-1.4314	17.8926	-0.0007	0.0061	-0.0043
Si	6.9195	3.4454	10.3936	0.0064	-0.011	-0.0212
Si	6.6343	5.894	15.3486	0.0043	0.0028	-0.0044
Si	7.2485	5.3534	18.3776	0.0075	0.0006	-0.0005
Si	3.5205	5.2681	16.207	0.0006	0.0064	0.0078
Si	6.1744	7.1718	20.6356	0.0026	0.0006	-0.0024
Si	-6.2042	13.9879	12.0797	-0.0053	-0.0091	0.0034
Si	9.3516	3.2435	19.8049	0.0066	0.0069	0.0009
Si	10.5202	1.5294	17.5614	-0.0003	0.0007	0.0006
Si	8.5803	8.8017	22.0427	0.0069	-0.0037	0.0107
Si	6.3927	4.7645	22.4434	0.0104	-0.0011	0.0114
Si	11.0781	5.8058	9.5267	0.0059	0.0017	-0.0075
Si	-4.8374	10.8366	15.6298	-0.0158	0.0034	-0.0027
Si	1.6083	-1.0862	23.2579	0.0002	-0.0035	0.0078
Si	3.2507	7.2197	19.8972	-0.0028	0.003	-0.0072
Si	8.299	4.162	13.1804	-0.0192	-0.0117	0.0085
O	1.8229	7.3191	20.7766	-0.0002	-0.0012	0.005
O	7.9977	-0.4626	19.2536	-0.0038	0.0025	0.0076
O	9.858	4.6241	13.1413	-0.0035	0.002	0.0064
O	6.8695	-0.6459	16.947	-0.0059	0.0036	-0.0109
O	-0.7897	-0.3843	11.8697	-0.008	-0.0018	0.0023
O	2.4395	11.2155	23.4586	0.0003	-0.0005	0.0031
O	3.9891	1.5213	21.7499	0.0063	0.006	-0.008
O	3.3564	9.6712	13.5971	0.0011	0.0047	0.0159
O	4.2179	10.5349	11.2861	0.0005	-0.0031	0.0046
O	1.1919	6.9025	10.087	-0.0074	-0.0078	-0.0026
O	3.5593	5.6268	19.542	0.0032	-0.001	0.0051
O	5.6946	5.8846	21.5197	0.0015	0.0058	-0.0034
O	3.4413	8.7577	16.0411	-0.0137	0.0035	-0.0009
O	6.9855	6.7142	19.2657	-0.0004	-0.0003	0.0023
O	1.211	9.6804	21.6984	-0.0028	-0.006	0.001
O	6.9029	1.8015	10.2408	0.001	0.0092	-0.0019
O	13.9104	-2.6908	18.6511	-0.0006	-0.002	-0.012
O	13.3476	13.3298	14.4707	-0.0034	-0.0036	-0.0027
O	4.3506	2.9681	19.7312	-0.0005	0.0008	0.004
O	2.663	6.4611	16.8798	0.0052	0.0004	0.001
O	7.2255	8.1414	21.4016	-0.0033	-0.003	0.0001
O	9.9528	3.8946	21.2131	0.0005	-0.0044	-0.0079
O	9.4142	20.3426	17.3132	0.0009	-0.0044	0.0024
O	6.8119	7.3522	14.6386	-0.0031	-0.0021	-0.0022
O	-2.3215	1.8895	20.3568	-0.0025	-0.0014	0.0028
O	5.3875	14.7779	10.8117	0.0005	0.0024	0.0064
O	5.4203	8.363	12.4585	0.0026	-0.0017	0
O	3.529	2.1242	11.5354	0.0092	0.0096	0.0046
O	7.2683	15.8859	14.1644	0.0126	-0.0037	-0.0109
O	13.4581	4.9225	14.9863	-0.0011	0.0025	-0.0004
O	0.3707	11.1078	18.0589	-0.0001	-0.0006	0.0023
O	7.9998	10.2827	10.4771	-0.0035	0.0004	0.0071
O	-4.1704	12.2454	15.2035	-0.0008	-0.0068	-0.0123
O	6.2703	9.809	14.4072	-0.0056	0.0134	0.0037
O	8.0871	8.794	12.7037	-0.0014	0.0008	0.0031
O	4.0347	4.0818	13.1085	0.0012	0.002	0.0008
O	10.6675	13.2974	11.6448	0.0062	0.0053	0.0033
O	6.0522	3.2968	21.822	-0.0021	-0.0038	-0.0032
O	7.7969	0.4131	12.8503	-0.0069	0.0292	0.0244
O	-2.966	5.1838	22.3574	-0.0067	-0.0056	0.0021
O	10.4824	2.7225	18.7043	-0.0028	-0.0002	0.002
O	5.0417	5.6249	15.6696	-0.0047	-0.0005	0.0025
O	7.4703	5.7397	16.7765	-0.0032	-0.0004	-0.0017
O	0.1618	-2.0795	19.3541	0.001	-0.0022	0.0073
O	3.5903	4.0981	17.3642	0.0004	0	0.0019
O	1.6127	0.4705	11.1918	-0.0056	0.0009	0.0037
O	5.8723	4.5271	18.4817	-0.0035	0.0007	0.0045
O	10.0139	-2.7941	21.5094	0.0024	0.0006	0.0027
O	4.6859	7.8581	20.4346	0.0027	0.0023	0.0063
O	0.3997	0.9287	13.694	0.0057	0.0044	0.0039
O	1.9633	-0.0051	15.5194	-0.0045	0.006	-0.0056
O	8.3892	2.6784	13.8092	-0.0197	0.0202	-0.0049
O	6.2279	0.9895	20.5832	0.0005	-0.0006	0.0036
O	5.8638	2.2074	12.8895	0.0279	-0.0077	0.01
O	8.4314	4.3844	19.0194	-0.0025	0.0003	0.001
O	0.9699	8.6208	16.9145	0.0062	-0.0023	0.0052
O	12.3754	4.1571	12.6639	-0.0002	-0.0028	0.0017
O	8.9583	1.0779	17.2621	0.0001	-0.0024	0.0078
O	11.27	2.0117	16.1809	0.0001	-0.0017	-0.0018
O	3.0228	8.2556	11.2667	0.0116	0.0053	0.0157
O	10.6602	4.7985	10.701	0.0059	0.0029	0.0018
O	7.8449	4.0527	11.5965	0.003	0.0013	0.0204
O	8.3699	-0.4913	21.7688	-0.0028	0.0035	0.0015
O	4.506	11.0814	15.7538	0.0061	-0.0259	-0.0098

Results
free energy: -133961.624 eV
free energy less fixed offsets of O -568.88, Si -635.61 eV per atom: 0.336 eV

The program warned: the cutoff lies below the one the program advises for these potential files; the forces do not sum to zero within the program's tolerance; the exchange-correlation potential is rough where the density is thin.
